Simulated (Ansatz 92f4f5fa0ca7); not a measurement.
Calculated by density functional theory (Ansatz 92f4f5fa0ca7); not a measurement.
Periodic cell of 216 atoms, Si120O64H32, with a vacuum gap, from a study of silicon, its oxide and their interface. The atomic structure is a simulated model.

Settings: functional r2SCAN; potential files Ansatz PAW; basis plane waves; wave-function cutoff 800 eV; density cutoff ratio 5; exchange-correlation grid ratio 1; k mesh 1 x 1 x 1, shifted by 0.5 0.5 0 of a step; self-consistency stop 1e-11 eV per atom in the density residual; occupations fixed; spin none; net charge 0; applied field sawtooth along c, amplitude +0.015 V/angstrom in the program's sign convention, ramp centred at 0.9872 of c and 0.0256 of c wide, no dipole correction.

Cell vectors (angstrom)
a	10.888	0	0
b	0	10.888	0
c	0	0	39.1271

Atoms and the computed forces on them: element, x, y, z (angstrom), force x, y, z (eV/angstrom)
Si	0.7092	-0.6518	25.4737	-0.0089	0.0045	0.023
Si	2.8863	2.3549	25.308	0.0039	-0.0093	0.0279
Si	-0.3215	5.5413	25.42	-0.003	0.0049	0.0268
Si	2.4017	8.3686	25.3785	0.0019	0.003	0.0194
Si	5.1068	0.1538	25.5744	0.001	0.0007	0.0241
Si	7.8394	2.9209	25.4694	-0.0021	-0.0005	0.0302
Si	5.5428	5.0045	25.493	0.004	-0.0009	0.0218
Si	8.1218	7.4435	25.2406	0.0031	0.0025	0.0288
Si	1.4317	1.1937	26.7522	0.0104	-0.0089	-0.012
Si	3.9862	3.8804	26.7551	0.0088	-0.006	-0.0063
Si	1.2813	6.764	26.6898	-0.0137	0.0047	-0.0123
Si	3.9752	9.4358	26.8059	-0.0014	0.0097	-0.0173
Si	6.739	1.3317	26.795	-0.0057	0.0017	-0.0169
Si	9.4592	4.0054	26.7865	-0.0061	0.0044	-0.0137
Si	6.7019	6.5394	26.8028	0.0031	-0.0015	-0.0156
Si	9.7441	9.6039	26.8109	0.0073	-0.0034	-0.0097
Si	0.0104	2.6265	28.0425	-0.0042	-0.0029	0.0185
Si	2.7438	-0.0588	28.2379	0.002	-0.0048	0.005
Si	0.0397	8.1191	28.1905	0.0035	0.0019	-0.0039
Si	2.6928	5.3951	28.0205	0.0122	0.005	0.0133
Si	5.4093	2.6622	28.2003	0.0055	-0.0014	-0.0015
Si	8.2417	0.0453	28.0942	-0.0002	-0.0021	0.0025
Si	5.463	8.1081	28.0581	-0.0005	-0.0074	0.0152
Si	8.1645	5.3608	28.2046	-0.0016	-0.0004	0.0031
Si	1.3529	4.038	29.4067	-0.0136	-0.0046	0.032
Si	4.1018	1.3014	29.5643	0.0046	0.0105	0.0093
Si	1.3663	9.4906	29.5598	0.0039	0.0013	0.008
Si	4.0684	6.7673	29.4149	0.002	0.0043	0.0203
Si	6.7831	4.0386	29.5393	-0.0092	-0.01	0.0128
Si	9.5383	1.3787	29.5	-0.0145	-0.0066	0.0252
Si	6.8544	9.5004	29.4011	-0.0077	0.0058	0.0202
Si	9.5291	6.768	29.5074	-0.0063	-0.0062	0.0137
Si	-0.0151	-0.0083	30.8503	0.0223	-0.0096	0.1748
Si	2.707	2.7121	30.8217	0.0351	-0.0185	0.1836
Si	0.0217	5.4	30.8258	0.0021	0.009	0.1936
Si	2.7568	8.1234	30.8566	-0.0076	-0.0016	0.1837
Si	5.4975	-0.0568	30.8454	0.0183	-0.0198	0.1895
Si	8.176	2.7125	30.8842	-0.0007	0.0074	0.182
Si	5.4204	5.4428	30.826	0.0131	-0.0011	0.1634
Si	8.1723	8.1605	30.8193	0.0065	-0.0118	0.1784
Si	1.3471	1.3681	32.1835	0.0273	-0.0484	0.3756
Si	4.0743	4.078	32.1784	-0.0561	0.0179	0.3069
Si	1.3735	6.7728	32.2007	0.0923	-0.0252	0.2176
Si	4.1139	9.4999	32.214	0.1023	-0.107	0.2416
Si	6.8136	1.3396	32.2176	0.1629	-0.1349	0.3129
Si	9.5393	4.0902	32.2217	-0.0235	-0.0727	0.2909
Si	6.7941	6.8165	32.1699	-0.0166	-0.0345	0.2439
Si	9.514	9.5267	32.1908	0.0051	-0.0411	0.3622
Si	0.0098	2.7184	6.9465	0.0081	-0.001	-0.2854
Si	2.7305	0.0278	6.9003	-0.1246	0.1109	-0.2826
Si	0.0112	8.1847	6.9083	-0.082	0.1211	-0.2743
Si	2.7505	5.4309	6.9387	0.0627	-0.0195	-0.3013
Si	5.4447	2.7439	6.9307	-0.0374	0.1138	-0.1624
Si	8.1675	-0.0115	6.94	-0.0541	0.0847	-0.4035
Si	5.4812	8.1622	6.9576	-0.0331	0.0057	-0.2603
Si	8.1652	5.485	6.9178	-0.0549	0.0196	-0.2621
Si	1.4078	4.0608	8.2888	-0.0108	0.0031	-0.1748
Si	4.075	1.3844	8.2833	0.0127	0.0013	-0.1929
Si	1.3534	9.5835	8.2594	-0.0178	0.0047	-0.1808
Si	4.1076	6.8093	8.2958	-0.0092	0.0111	-0.167
Si	6.8	4.1433	8.287	-0.0095	-0.0009	-0.1742
Si	9.4977	1.373	8.2782	-0.0171	0.0275	-0.18
Si	6.8277	9.5398	8.3231	-0.0306	0.0073	-0.1785
Si	9.5148	6.8648	8.2732	0.0108	-0.0059	-0.1889
Si	-0.0481	0.0246	9.6418	0.0132	-0.0056	-0.0245
Si	2.7386	2.7066	9.7123	0.0006	0.0089	-0.0271
Si	0.0445	5.4939	9.5269	0.0104	0.0052	-0.0085
Si	2.768	8.2561	9.5737	-0.0025	-0.0101	-0.0117
Si	5.4505	0.042	9.6259	0.0002	-0.0063	-0.0144
Si	8.1537	2.7642	9.6164	0.0034	0.0023	-0.0158
Si	5.4598	5.4883	9.7128	0.0153	0.0049	-0.0225
Si	8.1912	8.2176	9.7163	0.0065	-0.0048	-0.031
Si	1.2894	1.3507	11.0203	-0.0061	0.0045	-0.0067
Si	4.1165	4.0899	11.0686	-0.0002	0.0104	-0.0151
Si	1.3914	6.8931	10.8349	-0.006	-0.0039	0.0005
Si	4.1094	9.5871	11.0005	-0.0004	-0.0027	-0.0066
Si	6.755	1.4335	10.9856	0.0031	0.0059	-0.0053
Si	9.5999	4.1388	10.863	-0.002	0.0022	-0.0014
Si	6.8069	6.9003	11.0904	-0.0084	-0.0054	-0.0146
Si	9.5216	9.6099	11.1071	0.0062	0.001	-0.0115
Si	0.0107	2.8471	12.3514	-0.0005	0.0111	0.0098
Si	2.5784	-0.1035	12.3423	0.0032	-0.0067	0.0153
Si	0.0695	8.158	12.3024	0.006	-0.0099	0.0133
Si	2.7441	5.5869	12.2058	-0.005	0.0053	0.0122
Si	5.5264	2.8058	12.4942	0.0094	-0.0071	0.0103
Si	8.1302	0.1905	12.4097	-0.0092	0.0078	0.0145
Si	5.4809	8.3376	12.4798	-0.0016	0.0077	0.0083
Si	8.262	5.4583	12.2458	0.0105	-0.0068	0.014
Si	1.201	4.5107	13.5574	0.0081	-0.0027	0.014
Si	4.4731	1.5198	14.2013	-0.005	0.0001	0.0227
Si	1.68	9.1117	13.718	-0.011	0.0043	0.0142
Si	3.9553	6.9837	13.6488	-0.0007	-0.0084	0.0127
Si	7.3575	3.78	13.5566	-0.0139	0.0187	0.0115
Si	9.0947	1.9917	13.598	0.016	-0.0151	0.013
Si	6.5627	10.0335	13.8336	0.0061	-0.0033	0.0152
Si	9.8181	6.5907	13.5462	-0.0059	0.0021	0.0145
Si	23.6669	-3.042	18.5496	-0.0009	-0.0056	0.0382
Si	30.2536	22.8428	23.1122	0.0032	0.0048	0.0414
Si	-19.6727	37.4373	18.609	-0.0043	0.0034	0.0476
Si	-24.6416	-24.6415	15.7348	0.0059	-0.0012	0.0447
Si	11.2065	11.0727	22.4165	-0.0061	0.0032	0.0492
Si	41.256	24.3755	18.5519	-0.0034	0.0011	0.0408
Si	-22.1114	-17.8351	20.4224	0.0068	0.0011	0.0437
Si	-0.2349	19.4554	20.6314	-0.0008	0.0074	0.0444
Si	-4.7623	37.1711	18.5264	0.0002	-0.0025	0.0477
Si	4.2551	14.5517	20.3631	-0.0009	-0.0041	0.0395
Si	23.2119	-6.6872	23.1152	0.0032	0.0018	0.0498
Si	12.039	42.6865	16.6735	0.0069	-0.0016	0.0376
Si	-2.2338	-4.4023	20.8078	-0.0012	-0.0029	0.0347
Si	-18.0562	-26.2505	23.2258	-0.0029	0.0032	0.0504
Si	-15.8036	-16.1543	15.6903	0.0003	0	0.0433
Si	-8.4391	24.8062	15.9788	-0.0067	0.0055	0.0418
Si	39.1689	0.1436	18.7614	-0.0036	0.0037	0.0374
Si	-3.8453	20.3988	23.5635	-0.0031	-0.0018	0.0359
Si	3.5771	21.1584	18.3873	0.0057	0.0031	0.0407
Si	-7.7453	-10.0049	21.1803	-0.0044	0.0011	0.045
Si	5.9426	11.1636	21.7292	0.0103	-0.0082	0.0463
Si	30.2684	8.6072	18.6906	0.0008	-0.0016	0.0411
Si	-0.3691	1.5685	16.3749	0.0011	0.0048	0.0442
Si	-5.119	-26.8375	21.1915	-0.0084	0.009	0.0435
O	7.3583	7.9755	23.8979	-0.0028	0.0057	-0.0168
O	4.0614	12.1443	24.9067	-0.0009	0.0014	-0.0118
O	-14.1733	1.2921	18.3525	0.0047	0.0027	-0.0139
O	4.3651	22.1328	22.1286	-0.0058	0.0029	-0.0148
O	-12.1018	2.5373	17.348	0.0116	-0.0098	-0.0235
O	2.1453	14.9952	14.8179	-0.0047	0.0062	-0.0274
O	-32.0578	47.277	21.7689	-0.013	-0.0014	-0.0376
O	14.3186	2.4389	20.9327	0.0031	0.005	-0.0162
O	16.8604	0.6281	20.1849	0.0035	0	-0.0333
O	-4.9966	-16.0094	19.5539	0.0033	-0.0086	-0.0296
O	7.2898	6.1858	21.6516	0.0033	-0.0018	-0.0083
O	18.1285	-23.0601	18.8606	0.002	-0.003	-0.0154
O	5.201	4.3207	21.5242	-0.0013	-0.0059	-0.0173
O	11.9574	-3.0255	19.9619	0.009	-0.004	-0.0212
O	-10.8635	16.4004	14.1352	0.002	0.0014	-0.0126
O	-8.323	21.5679	17.1769	-0.0123	-0.0009	-0.0162
O	5.096	-0.1685	17.9624	-0.0032	-0.0012	-0.0236
O	-19.7022	6.3092	18.0989	0.0004	-0.0004	-0.0097
O	7.0218	12.2014	22.4012	-0.0108	-0.0019	-0.0195
O	-1.1993	-3.3332	21.4683	0.0011	-0.0012	-0.0099
O	12.5781	0.8446	21.8787	0.0096	0.0016	-0.0209
O	53.0986	24.5085	19.8956	-0.0099	-0.0055	-0.021
O	22.0203	9.655	21.6842	-0.0039	-0.0142	-0.027
O	-17.1051	38.7531	14.8346	-0.0093	0.0104	-0.0273
O	3.1672	4.7318	19.8231	-0.0074	0.0031	-0.0218
O	20.7167	-9.8441	22.1923	0.0033	-0.0015	-0.0148
O	-8.3399	5.3554	22.798	-0.0002	-0.0023	-0.0163
O	9.3981	-26.1307	24.8204	-0.0001	0.0011	-0.0105
O	16.715	21.0253	24.4249	0.0097	-0.0058	-0.0237
O	18.2315	9.3472	15.0965	-0.0112	0.0102	-0.0297
O	22.4372	26.0808	19.1897	0.0127	0.003	-0.0192
O	9.16	7.4031	14.7881	0.0092	-0.0077	-0.0195
O	3.8365	2.2449	15.5501	0.0139	-0.0084	-0.0197
O	-1.3816	5.1357	20.6856	0.001	-0.0032	-0.011
O	13.9986	-10.7839	19.7648	0.0039	-0.0092	-0.0286
O	10.7902	-10.7784	17.0359	-0.0001	0.0014	-0.0179
O	-13.4232	-0.4245	23.7643	0.0008	0.0037	-0.0071
O	2.8145	18.9123	14.2435	0.0001	0.0025	-0.0136
O	9.7761	20.137	19.4452	-0.0081	-0.0013	-0.0261
O	-1.2649	1.4217	15.0421	-0.0119	0.004	-0.032
O	19.5277	24.0169	24.208	0.0021	-0.0083	-0.0192
O	-14.1234	-6.9494	18.4391	-0.001	-0.0002	-0.0149
O	3.0291	-3.1694	23.956	0.0082	-0.0121	-0.0219
O	6.5259	-1.2174	22.0288	-0.0056	0.0055	-0.0319
O	5.2166	3.2833	19.106	0.0075	0.0025	-0.0199
O	-20.7794	-24.0639	17.4238	-0.0042	0.0108	-0.0246
O	8.741	19.2962	17.1172	-0.0063	-0.0045	-0.0446
O	-24.0503	19.6873	25.9525	-0.0091	-0.0126	-0.0028
O	14.2007	30.439	18.6375	-0.002	-0.0009	-0.0139
O	5.5439	-5.8926	17.1092	-0.0005	0.0078	-0.0371
O	-9.7728	-1.0663	15.0712	0.0046	-0.0112	-0.0442
O	33.0855	-0.0277	23.9977	-0.0031	0.0051	-0.0396
O	0.3398	4.8245	24.1226	0.0091	-0.0074	-0.019
O	26.4268	-4.0962	21.9155	0.0104	-0.0041	-0.0242
O	12.0014	2.1157	16.0292	0.0022	0.0012	-0.0169
O	17.6091	4.0002	24.9051	0	-0.002	-0.0111
O	-7.7274	-9.9411	13.4639	-0.0035	0.0026	-0.0189
O	-8.6859	2.992	23.9358	-0.0073	0.0082	-0.0181
O	-19.1955	3.788	17.4066	0.002	-0.0123	-0.0337
O	-6.1259	16.6249	24.266	-0.0094	0.0079	-0.0314
O	-16.2633	-10.6231	14.4816	0.0034	-0.0004	-0.0088
O	-4.0167	17.8141	15.97	-0.0016	0.0001	-0.0193
O	-4.053	-6.4303	14.9689	0.0085	-0.0107	-0.0182
O	-24.414	28.9248	19.3707	-0.0008	0.0098	-0.0193
H	2.1818	0.5594	33.1159	-0.243	0.239	-0.2737
H	0.5293	2.1939	33.1159	0.3072	-0.3432	-0.272
H	3.2615	4.9087	33.1109	0.3156	-0.3679	-0.2534
H	4.9071	3.2673	33.1109	-0.2891	0.2403	-0.2987
H	0.5665	7.6092	33.1332	0.202	-0.2712	-0.3076
H	2.2058	5.9617	33.1332	-0.3894	0.3016	-0.2361
H	3.3017	10.3312	33.1465	0.2104	-0.2188	-0.3206
H	4.9447	8.6871	33.1465	-0.401	0.3587	-0.1996
H	6.0024	2.1718	33.1501	0.2004	-0.309	-0.3008
H	7.6363	0.5187	33.1501	-0.3404	0.3522	-0.207
H	10.357	3.2644	33.1542	-0.3282	0.3228	-0.2397
H	8.7236	4.9181	33.1542	0.3029	-0.2303	-0.2759
H	7.6278	6.0068	33.1024	-0.2966	0.2282	-0.2951
H	5.9825	7.6484	33.1024	0.3547	-0.3637	-0.273
H	10.3487	8.718	33.1232	-0.2721	0.2254	-0.2737
H	8.6932	10.3495	33.1232	0.2985	-0.3608	-0.269
H	-0.808	3.5442	6.014	0.2854	-0.2179	0.2763
H	0.8276	1.8927	6.014	-0.3592	0.2882	0.2605
H	3.5427	-0.8034	5.9679	-0.235	0.2379	0.2929
H	1.8958	0.8365	5.9679	0.3949	-0.2748	0.2054
H	-0.8235	8.9934	5.9759	0.3827	-0.2738	0.2104
H	0.8182	7.3483	5.9759	-0.2461	0.2541	0.2988
H	3.5633	4.6002	6.0063	-0.2961	0.416	0.2319
H	1.9182	6.242	6.0063	0.2521	-0.2535	0.2948
H	6.256	1.9117	5.9983	-0.2083	0.2899	0.3058
H	4.612	3.5546	5.9983	0.363	-0.3472	0.2313
H	7.3449	0.8095	6.0076	0.2435	-0.3096	0.2413
H	8.9883	-0.8343	6.0076	-0.3104	0.3069	0.2775
H	6.2928	7.3303	6.0252	-0.3155	0.4236	0.2567
H	4.6505	8.975	6.0252	0.2624	-0.2252	0.2896
H	7.3314	6.2946	5.9854	0.3833	-0.3714	0.2135
H	8.9808	4.6571	5.9854	-0.2061	0.2645	0.2949

Results
free energy: -113758.784 eV
free energy less fixed offsets of H -15.71, O -570.45, Si -639.56 eV per atom: -0.064 eV

The program warned: the cutoff lies below the one the program advises for these potential files; the forces do not sum to zero within the program's tolerance; empty levels may hold ghost states of the PAW files; the exchange-correlation potential is rough where the density is thin.
